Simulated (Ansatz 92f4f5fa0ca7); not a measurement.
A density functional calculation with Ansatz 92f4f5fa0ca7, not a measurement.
Periodic cell of 284 atoms, Si144O100H32N8, with a vacuum gap, from a study of silicon, its oxide and their interface. The atomic structure is a simulated model.

Settings: functional r2SCAN; potential files Ansatz PAW; basis plane waves; wave-function cutoff 800 eV; density cutoff ratio 5; exchange-correlation grid ratio 1; k mesh 1 x 1 x 1, shifted by 0.5 0.5 0 of a step; self-consistency stop 1e-11 eV per atom in the density residual; occupations fixed; spin none; net charge 0; applied field sawtooth along c, amplitude +0.015 V/angstrom in the program's sign convention, ramp centred at 0.9896 of c and 0.0207 of c wide, no dipole correction.

Cell vectors (angstrom)
a  10.888  0  0
b  0  10.888  0
c  0  0  48.2328

Atoms: element, x, y, z (angstrom)
Si  0.2383  -0.3703  34.5347
Si  2.1273  3.2405  34.6832
Si  0.3538  4.9634  34.8226
Si  2.4868  8.3039  34.3848
Si  5.6423  -0.2512  34.6297
Si  8.0491  2.8678  34.6469
Si  5.4975  4.7302  34.2378
Si  7.8942  8.3319  34.5215
Si  1.3017  1.3259  35.7881
Si  4.0116  3.9477  35.8695
Si  1.4278  6.7544  35.8594
Si  4.0045  9.4717  35.8099
Si  6.8277  1.3111  35.9114
Si  9.5354  3.99  36.048
Si  6.8147  6.8474  35.9183
Si  9.5718  9.3883  35.8326
Si  -0.0011  2.5914  37.3149
Si  2.6933  -0.0072  37.1749
Si  -0.0046  8.0535  37.2312
Si  2.8289  5.469  37.2355
Si  5.4071  2.6305  37.2457
Si  8.2264  -0.0731  37.21
Si  5.4102  8.1804  37.2499
Si  8.1235  5.4093  37.2601
Si  1.4044  4.064  38.5456
Si  4.0537  1.303  38.6007
Si  1.3297  9.5084  38.5419
Si  4.102  6.8228  38.639
Si  6.7558  4.0381  38.588
Si  9.5197  1.2719  38.6489
Si  6.8128  9.5158  38.5774
Si  9.5028  6.753  38.6139
Si  0.0127  -0.0501  39.9818
Si  2.7373  2.7284  39.9472
Si  0.0126  5.395  39.9301
Si  2.6942  8.1836  39.9352
Si  5.4517  -0.0163  39.9414
Si  8.1511  2.6875  39.9363
Si  5.4464  5.4364  39.9605
Si  8.1511  8.1387  39.9512
Si  1.362  1.3799  41.2947
Si  4.0906  4.1009  41.3224
Si  1.3396  6.8092  41.2821
Si  4.0744  9.5339  41.289
Si  6.7944  1.3529  41.3053
Si  9.5279  4.0478  41.29
Si  6.7946  6.7851  41.3246
Si  9.5108  9.4905  41.3145
Si  -0.0048  2.7163  6.9499
Si  2.7505  0.0538  6.9071
Si  -0.0265  8.1366  6.9434
Si  2.728  5.5001  6.9241
Si  5.4823  2.7527  6.9347
Si  8.1515  -0.0204  6.927
Si  5.4262  8.1822  6.9293
Si  8.1694  5.4119  6.9245
Si  1.3553  4.1544  8.2545
Si  4.1221  1.4194  8.2739
Si  1.3519  9.5779  8.1988
Si  4.0684  6.8742  8.3201
Si  6.8618  4.0575  8.3394
Si  9.5096  1.3247  8.2875
Si  6.7818  9.5311  8.3003
Si  9.4702  6.781  8.3015
Si  -0.0115  -0.0403  9.6152
Si  2.7591  2.8277  9.5714
Si  -0.0306  5.4626  9.6484
Si  2.6877  8.3298  9.6194
Si  5.4833  0.0703  9.6484
Si  8.2153  2.6493  9.7298
Si  5.4927  5.4954  9.6098
Si  8.102  8.1424  9.6733
Si  2.6932  0.3594  12.3213
Si  4.1159  4.2063  10.9472
Si  1.1974  7.0427  10.889
Si  4.0297  9.7495  10.9922
Si  6.8581  1.2885  11.1481
Si  9.6543  3.97  11.0523
Si  6.7717  6.7989  11.1007
Si  9.5122  9.4597  10.9951
Si  0.3125  2.7043  12.4214
Si  1.368  1.4321  10.8098
Si  -0.1271  8.1907  12.546
Si  2.6614  5.7485  12.0499
Si  5.4952  2.8194  12.3155
Si  8.2326  -0.215  12.4941
Si  5.257  8.2807  12.3198
Si  8.2924  5.3252  12.3398
Si  1.612  4.3557  13.4867
Si  3.796  2.1053  13.7047
Si  1.3122  9.8234  13.5918
Si  3.4143  7.4111  13.5091
Si  6.8845  4.0428  13.7267
Si  10.4823  1.3501  14.2577
Si  6.9591  8.994  13.6868
Si  9.8463  6.2244  13.8669
Si  5.7867  1.3516  20.479
Si  1.0898  14.2901  24.5817
Si  9.4783  -3.9313  29.8449
Si  19.2848  -8.4893  16.0622
Si  10.8638  4.0356  15.8848
Si  -4.8093  3.4475  22.8769
Si  12.6854  -0.7155  26.9077
Si  -4.7784  -20.1418  25.3739
Si  12.0774  -10.9348  16.5746
Si  1.8637  3.081  28.9594
Si  6.9571  -4.1124  14.904
Si  20.2391  6.287  16.7996
Si  27.3246  -14.4476  20.3293
Si  24.5173  7.0682  31.5032
Si  17.9286  -13.8902  17.6536
Si  35.8042  -7.0083  22.5624
Si  -2.7009  2.758  19.0504
Si  -23.7786  -5.3866  27.1041
Si  17.8723  -11.215  16.4268
Si  12.0144  7.6816  25.609
Si  11.2989  19.1308  17.9931
Si  16.8745  2.3785  29.7341
Si  -4.5645  -0.0657  31.8359
Si  -6.4713  -3.0998  16.1683
Si  4.1821  -10.8706  16.1139
Si  7.8659  -11.4429  24.4793
Si  11.9639  16.7273  23.114
Si  18.952  -8.2968  27.5828
Si  -12.6017  -9.8805  32.4595
Si  4.2808  -16.7541  15.0275
Si  13.8474  17.9248  18.8607
Si  10.9876  5.2987  31.8861
Si  7.4975  5.1865  21.0052
Si  -18.7954  13.183  19.8105
Si  13.6565  15.1567  17.4821
Si  0.0688  -9.6999  19.2284
Si  7.186  -3.0213  31.5272
Si  14.8098  -9.3243  27.3735
Si  9.6706  18.0287  22.0388
Si  16.144  -5.6038  31.2126
Si  12.7492  13.7825  31.7402
Si  10.2214  1.1401  25.9337
Si  11.9772  -1.9957  29.6766
Si  -12.1089  20.3907  20.219
Si  -9.838  15.9796  26.9721
Si  -1.9093  -3.2492  25.1131
Si  6.9808  -1.2238  21.5111
Si  22.1555  0.9462  30.4971
O  1.4446  -4.7541  31.6447
O  12.378  -9.2317  19.8524
O  2.7964  2.6417  27.7402
O  7.4963  35.1095  29.1007
O  -7.7464  21.921  27.2017
O  -5.5906  0.1859  33.0822
O  -0.3546  27.2616  33.42
O  9.8092  16.6587  30.9031
O  3.101  7.6543  32.9952
O  19.4424  6.4006  21.1406
O  16.4933  -6.9775  30.3165
O  9.7216  2.2445  19.2652
O  10.2981  11.0515  33.2452
O  12.3527  1.3308  31.6485
O  22.2613  0.1807  26.5576
O  4.9757  4.7645  32.7164
O  21.2511  -5.8359  26.666
O  -4.7628  -2.6202  21.5364
N  -2.1928  6.4834  15.2198
O  4.9885  1.7863  28.5806
O  10.9813  13.0962  24.9768
O  11.1976  -10.1111  17.6683
O  16.4279  0.191  17.0065
O  -14.1642  -12.3978  17.34
O  -2.7998  0.8273  16.3051
O  13.2415  8.5911  13.9536
O  -4.8009  27.5914  20.5129
N  -0.8262  13.4002  15.5266
N  3.7372  6.6743  15.0312
O  17.3352  -21.6295  24.8325
O  12.8518  -12.7123  25.7242
N  0.2296  5.0587  14.4717
N  -4.7834  7.399  16.3015
N  14.0975  -7.1144  14.1921
O  29.7244  -3.1052  32.9744
O  35.1433  5.3471  22.5214
O  -6.9566  -3.6591  20.1527
N  22.4768  0.0951  14.8901
O  1.3672  7.0379  24.1529
O  1.4316  -6.9839  16.615
O  15.0602  9.3297  15.6734
O  6.2606  9.2325  31.3779
O  4.0879  4.5463  16.5738
O  3.7236  -3.2033  17.6052
O  10.0453  8.6126  21.5051
O  19.1704  17.3281  25.9401
O  -12.9708  -8.5427  33.2901
O  17.5607  10.0177  14.9419
O  21.3781  -10.8966  20.2123
O  -8.2234  -7.6076  30.373
O  -4.9867  -8.4653  21.6637
O  -4.9754  -0.0939  21.1551
O  1.0397  -12.4906  16.9512
O  8.008  -1.9706  25.2363
N  16.865  -5.6084  14.5464
O  27.9258  -2.9289  18.9735
O  12.4375  -3.086  19.058
O  9.8407  -17.0267  16.924
O  24.8987  3.0133  18.3909
O  10.7382  -3.8117  17.0385
O  6.498  2.7066  24.2393
O  7.9739  -7.8135  17.4754
O  18.9574  -1.2013  20.3097
O  2.2934  2.9291  23.5917
O  14.8024  17.0417  30.8344
O  27.5704  6.2329  34.7639
O  18.8976  4.1003  19.9318
O  -2.669  -4.1136  17.8472
O  -1.723  -10.3103  13.6243
O  7.4993  3.022  14.8619
O  12.632  -6.7676  25.8809
O  16.8683  -9.7298  30.8197
O  -8.3255  -5.3737  18.4934
O  -23.1697  23.6824  27.1899
O  -6.6002  1.1296  14.9337
O  -6.2916  1.8092  25.9167
O  1.3586  9.441  33.978
O  17.9175  -9.2092  19.4726
O  0.467  -7.1534  31.6892
O  7.7846  10.0034  22.8854
O  -0.0608  -3.1104  29.557
O  22.5426  1.8913  29.2184
O  24.8767  3.2802  21.077
O  8.3602  -13.8113  30.4187
O  13.6479  -10.5586  16.8288
O  13.218  -2.574  30.5455
O  9.1302  0.3669  24.9816
O  21.9267  -15.4629  21.9015
O  9.7759  1.3289  30.9946
O  15.176  12.2231  19.8594
O  10.0403  8.7752  18.8345
O  18.1207  15.3903  22.4574
O  -0.4638  7.9951  25.765
O  8.0154  15.0528  27.2402
O  0.2946  15.4738  23.8016
O  -3.9745  -6.9499  34.1827
O  26.4127  4.1218  23.103
O  7.0316  -9.0597  26.649
O  19.8025  -15.4746  28.4949
O  -3.0294  10.9985  32.3057
O  -1.7184  7.2138  23.5686
O  17.3033  -4.4412  31.2303
O  11.3511  -0.6372  30.2826
O  2.6528  14.0195  33.1082
O  12.4712  -1.6214  28.2103
O  12.4603  6.6125  26.7651
O  6.7687  20.3792  34.4281
O  12.1556  -6.3728  28.4778
H  2.2025  0.5772  42.2271
H  0.531  2.1924  42.2271
H  4.9253  3.2922  42.2548
H  3.2798  4.9335  42.2548
H  0.5061  7.6191  42.2145
H  2.1852  6.0119  42.2145
H  3.2783  10.3806  42.2214
H  4.8963  8.7121  42.2214
H  5.9995  2.2009  42.2378
H  7.6113  0.5263  42.2378
H  8.7078  4.8713  42.2224
H  10.357  3.2333  42.2224
H  5.9813  7.6154  42.2571
H  7.6169  5.9638  42.2571
H  8.6944  10.3176  42.2469
H  10.3316  8.6677  42.2469
H  0.8262  1.9038  6.0174
H  -0.8339  3.5308  6.0174
H  1.91  0.8565  5.9747
H  3.5467  -0.7929  5.9747
H  0.807  7.3267  6.0109
H  -0.8473  8.9594  6.0109
H  1.8824  6.2974  5.9916
H  3.5389  4.6675  5.9916
H  4.6475  3.5614  6.0023
H  6.2771  1.9048  6.0023
H  8.9679  -0.8475  5.9946
H  7.3346  0.8063  5.9946
H  6.2394  7.3519  5.9969
H  4.6044  9.004  5.9969
H  7.3471  6.2332  5.9921
H  8.9895  4.5884  5.9921

Results
free energy: -152738.322 eV
free energy less fixed offsets of H -15.71, N -386.36, O -570.45, Si -639.56 eV per atom: -3.082 eV

Forces (eV/angstrom), in the order of the atoms: element, x, y, z
Si  -0.0044  0.0027  0.0283
Si  0.005  -0.0103  0.0199
Si  -0.0109  0.0044  0.0108
Si  0.0012  0.003  0.0321
Si  0.0058  -0.0028  0.0228
Si  0.0004  0.0011  0.0264
Si  0.0047  0.0056  0.0242
Si  0.002  0.0073  0.0329
Si  -0.0071  -0.0021  -0.0147
Si  -0.0079  0.0058  -0.0124
Si  0.0002  -0.0023  -0.0178
Si  0.0031  -0.0017  -0.0076
Si  0.003  0.0022  -0.0124
Si  0.0016  -0.0086  -0.0198
Si  0.0076  0.0056  -0.0018
Si  0.0027  0.0019  -0.0186
Si  -0.0158  0.0023  0.0044
Si  0.0068  -0.0021  0.0096
Si  -0.0077  0  0.0067
Si  0.0117  -0.0056  0.0088
Si  0.001  -0.0063  0.008
Si  0.0028  0.0143  0.0039
Si  0.0076  -0.0136  0.0047
Si  -0.0017  0.0086  0.0086
Si  -0.0264  -0.0204  0.0236
Si  0.0008  0.0105  0.0161
Si  -0.0159  -0.0045  0.0213
Si  -0.006  0.0162  0.0137
Si  0.0069  -0.0002  0.0227
Si  -0.0073  -0.0054  0.0044
Si  0.0013  0.0015  0.0256
Si  0.0056  0.0047  0.0089
Si  0  0.0099  0.1835
Si  0.0326  -0.026  0.1838
Si  -0.0208  0.0243  0.1728
Si  0.0295  -0.0286  0.1731
Si  0.0016  -0.0045  0.1799
Si  0.0033  0.0111  0.1702
Si  0.0202  -0.0199  0.1977
Si  0.0038  -0.0079  0.1807
Si  0.0201  -0.1666  0.3261
Si  -0.041  -0.109  0.2947
Si  0.0574  -0.0729  0.2617
Si  0.0138  -0.0682  0.3272
Si  -0.0183  0.0157  0.339
Si  0.0165  -0.0206  0.2474
Si  0.1294  0.0071  0.3053
Si  0.0945  0.0149  0.3787
Si  -0.0117  0.0602  -0.1816
Si  -0.1377  0.0212  -0.3716
Si  0.0035  0.1586  -0.2694
Si  -0.0818  0.0484  -0.2836
Si  0.0082  -0.0381  -0.329
Si  0.01  -0.0045  -0.2979
Si  -0.0403  0.1147  -0.2788
Si  -0.0297  0.0225  -0.2899
Si  -0.0018  -0.0132  -0.17
Si  -0.0005  0.011  -0.1857
Si  -0.0294  0.0146  -0.1833
Si  -0.0107  -0.0145  -0.1752
Si  -0.0137  0.0063  -0.1724
Si  0.0068  0.0179  -0.1843
Si  -0.0017  -0.0081  -0.1791
Si  -0.0253  0.039  -0.1833
Si  0.0225  -0.0045  -0.0181
Si  0.0083  0.0128  -0.0118
Si  0.0228  -0.0034  -0.0246
Si  0.0068  0.0014  -0.0183
Si  -0.0036  -0.0079  -0.0249
Si  -0.0118  -0.0002  -0.029
Si  0.0059  -0.0002  -0.016
Si  -0.0014  -0.0051  -0.0183
Si  -0.0032  0.0008  0.0111
Si  -0.0037  -0.0069  -0.0074
Si  0.0059  -0.01  -0.0102
Si  -0.0039  -0.005  -0.0051
Si  -0.0086  0.0133  -0.0039
Si  -0.0012  0.0051  -0.0088
Si  -0.0006  0.0004  -0.0024
Si  0.0068  0.0045  -0.0025
Si  0.0054  0.0061  0.005
Si  -0.0017  -0.0032  -0.0036
Si  0.0013  0.0042  0.0159
Si  0.0016  0.0009  0.0126
Si  0.0035  0.0025  0.0066
Si  -0.0033  -0.0139  0.0135
Si  0.0026  0.0023  0.006
Si  -0.0088  0.0017  0.0123
Si  -0.0021  0.0025  0.0044
Si  0.0086  -0.0017  0.0098
Si  0.0054  0  0.0083
Si  -0.001  -0.0071  0.0019
Si  0.0011  -0.0063  0.0076
Si  -0.0062  0.0071  0.0162
Si  -0.0099  0.0033  0.0075
Si  -0.0099  -0.0023  0.0052
Si  -0.0022  0.0016  0.0401
Si  -0.0066  -0.0028  0.0438
Si  -0.003  0.0046  0.0425
Si  -0.0072  0.0014  0.0298
Si  0.003  -0.0021  0.0254
Si  0.0007  -0.0074  0.0471
Si  0.0032  -0.0004  0.0367
Si  -0.0062  -0.0007  0.0446
Si  0.0001  -0.0011  0.0341
Si  -0.0003  -0.0072  0.0445
Si  -0.0005  0.0053  0.0143
Si  0.0041  0.0066  0.0269
Si  0.0107  -0.0044  0.0365
Si  0.0027  -0.0016  0.0391
Si  -0.0013  0.0028  0.0358
Si  -0.0081  0.0039  0.0452
Si  -0.0078  0.0042  0.0369
Si  -0.0016  -0.0007  0.0427
Si  0.0039  -0.0034  0.0211
Si  0.0044  0.0054  0.0427
Si  -0.0062  0.0009  0.0348
Si  -0.0036  0.0054  0.0453
Si  -0.0011  -0.0066  0.0397
Si  -0.0006  0.0044  0.0269
Si  -0.0031  -0.0005  0.0212
Si  0.0045  0.0088  0.0392
Si  -0.0013  0.0021  0.042
Si  -0.0037  0.0048  0.0426
Si  0.0008  0.0042  0.0422
Si  0.0022  -0.0022  0.0194
Si  0.003  -0.0012  0.0379
Si  -0.0001  -0.0005  0.0422
Si  0.0035  0.0028  0.0382
Si  0.0065  0.0049  0.0456
Si  0.001  -0.0052  0.0408
Si  -0.0006  -0.0011  0.0412
Si  -0.0014  0.0021  0.0394
Si  -0.0014  0.0061  0.0396
Si  0.0046  -0.0079  0.0419
Si  -0.0016  0.0074  0.0355
Si  0.0003  0.0028  0.0404
Si  0.0054  0.0012  0.0337
Si  -0.0021  -0.0032  0.0369
Si  -0.0096  -0.0059  0.039
Si  -0.0019  -0.0033  0.0385
Si  -0.0001  -0.0052  0.0464
Si  0.0096  0.0058  0.0426
Si  -0.0084  0.002  0.0393
O  0.0014  0.0019  -0.0118
O  -0.0091  -0.002  -0.0155
O  0.0037  -0.0028  -0.0082
O  0.0103  0.0012  -0.0215
O  -0.0013  0.0008  -0.0125
O  0.0026  0.0022  -0.0221
O  -0.001  0.0035  -0.032
O  -0.0066  0.0072  -0.0204
O  0.0002  -0.0071  -0.0256
O  -0.0044  -0.0059  -0.0204
O  0.0038  -0.0132  -0.0149
O  0.0014  -0.0019  -0.0108
O  -0.0066  0.0065  -0.0176
O  -0.0046  -0.003  -0.0167
O  -0.0073  0.0041  -0.0208
O  -0.0001  0.0045  -0.0274
O  0.0046  0.001  -0.0131
O  -0.004  -0.006  -0.0189
N  0.0032  -0.0019  -0.0176
O  -0.0104  -0.0043  -0.0295
O  0.0049  0.0096  -0.0192
O  0.0065  -0.0044  -0.0257
O  0.0001  -0.0014  -0.0136
O  -0.0042  0.0055  -0.013
O  0  0.0025  -0.0048
O  0.0021  -0.0011  -0.0022
O  -0.005  0.0051  -0.0123
N  0.0063  -0.0045  -0.0137
N  -0.0021  0.0004  -0.0188
O  0.0044  -0.0054  -0.02
O  -0.0025  -0.0074  -0.0112
N  0.006  0.0104  -0.0197
N  0.003  -0.0047  -0.0209
N  -0.015  -0.0161  -0.0055
O  -0.0051  -0.0012  -0.0243
O  0.0066  -0.002  -0.0112
O  -0.0079  -0.0021  -0.0217
N  -0.0039  -0.001  -0.0298
O  0.0018  -0.0106  -0.0275
O  -0.0095  0.001  -0.0203
O  0  -0.0026  -0.0058
O  -0.001  -0.0014  -0.0131
O  0.0043  0.0037  -0.0217
O  0.0064  0.0049  -0.0249
O  -0.0005  0.0129  -0.0218
O  0  0.0112  -0.0188
O  0.0054  -0.0079  -0.0215
O  0.01  -0.0064  -0.0148
O  0.0056  0.0055  -0.0257
O  -0.0016  -0.0002  -0.0271
O  -0.0006  -0.0164  -0.0259
O  -0.0027  0.0042  -0.0188
O  0.0029  0.0086  -0.0147
O  -0.0022  0.0044  -0.0193
N  0.0032  -0.0006  -0.0092
O  0.0055  0.0012  -0.0301
O  -0.0024  0.0014  -0.0231
O  0.0039  -0.0037  -0.0129
O  -0.0028  0.0127  -0.02
O  -0.0042  -0.0044  -0.0096
O  -0.0011  0.015  -0.0331
O  0.0044  -0.0027  -0.035
O  0.0074  0.0007  -0.0136
O  0.0118  0.0039  -0.0239
O  -0.0009  -0.0006  -0.0116
O  -0.0099  -0.011  -0.0092
O  0.0028  -0.0101  -0.0149
O  0.002  -0.0024  -0.0068
O  -0.0015  -0.0039  -0.0208
O  -0.0047  0.0068  -0.0191
O  -0.0007  -0.0069  -0.0341
O  -0.0027  0.0164  -0.023
O  0.0005  -0.0059  -0.0136
O  0.0051  -0.005  -0.0126
O  -0.0042  0.0097  -0.0126
O  0.0108  0.0007  -0.0184
O  0.0039  -0.006  -0.0141
O  0.0077  0.0055  -0.0191
O  0.0022  -0.002  -0.0128
O  -0.0094  -0.0056  -0.0399
O  0.0028  0.0033  -0.0084
O  0.0037  0.0067  -0.0281
O  -0.0015  -0.0116  -0.0275
O  0.0105  -0.0049  -0.0187
O  0.0048  -0.0026  -0.0192
O  -0.0095  0.0094  -0.018
O  -0.0109  -0.0071  -0.0225
O  -0.0075  0.0054  -0.0174
O  0.0096  0.0013  -0.0208
O  -0.0059  0.0004  -0.014
O  0.0089  -0.0064  -0.029
O  0.0042  0.0055  -0.0213
O  -0.0051  -0.0003  -0.0093
O  0.0005  -0.0001  -0.0159
O  0.0016  0.0078  -0.0174
O  -0.0097  0.0063  -0.0126
O  -0.0004  -0.0005  -0.0162
O  -0.0067  -0.0077  -0.0292
O  -0.0012  -0.0096  -0.0329
O  -0.0068  -0.0007  -0.0143
O  0.0029  -0.0034  -0.0385
O  -0.0017  -0.0011  -0.0113
O  0.0038  -0.005  -0.0136
O  -0.0012  -0.0027  -0.0278
O  0.0019  0.0109  -0.0307
O  -0.0011  0.0069  -0.0255
O  -0.0025  0.0022  -0.0114
O  -0.0032  0.0075  -0.0311
H  -0.2872  0.308  -0.2425
H  0.3306  -0.3431  -0.2767
H  -0.3099  0.2808  -0.2639
H  0.2376  -0.3176  -0.2762
H  0.3059  -0.357  -0.2947
H  -0.2929  0.2708  -0.2752
H  0.2899  -0.2946  -0.2715
H  -0.3231  0.2396  -0.2666
H  0.2494  -0.337  -0.273
H  -0.285  0.277  -0.2705
H  0.2776  -0.2458  -0.3095
H  -0.396  0.3  -0.2557
H  0.2514  -0.295  -0.277
H  -0.2681  0.2984  -0.2518
H  0.2749  -0.2693  -0.2826
H  -0.4049  0.2955  -0.224
H  -0.307  0.3003  0.2903
H  0.2991  -0.3522  0.2562
H  0.4513  -0.1957  0.2004
H  -0.24  0.3453  0.2659
H  -0.4006  0.2552  0.2681
H  0.2409  -0.3549  0.2364
H  0.4544  -0.2382  0.2173
H  -0.1831  0.2949  0.3037
H  0.3534  -0.1533  0.2725
H  -0.2329  0.3694  0.2415
H  -0.2944  0.2911  0.2585
H  0.2539  -0.3277  0.2606
H  -0.2353  0.2349  0.2984
H  0.3332  -0.3013  0.2423
H  0.147  -0.3317  0.27
H  -0.2981  0.3631  0.2495

The program warned: the cutoff lies below the one the program advises for these potential files; the forces do not sum to zero within the program's tolerance; empty levels may hold ghost states of the PAW files; the exchange-correlation potential is rough where the density is thin.
